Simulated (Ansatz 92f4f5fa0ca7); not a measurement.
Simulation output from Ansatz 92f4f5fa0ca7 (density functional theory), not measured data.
Periodic cell of 228 atoms, Si140O88, from a study of silicon, its oxide and their interface. The atomic structure is a simulated model.
This geometry differs little from another in the collection (a relaxation step or a small displacement).

Settings: functional r2SCAN; potential files Ansatz PAW; basis plane waves; wave-function cutoff 800 eV; density cutoff ratio 5; exchange-correlation grid ratio 1; k mesh 1 x 1 x 1, shifted by 0.5 0.5 0 of a step; self-consistency stop 1e-10 eV per atom in the density residual; occupations fixed; spin none; net charge 0.

Cell vectors (angstrom)
a 10.888 0 0
b 0 10.888 0
c 0 0 32.6583

Atoms and the computed forces on them: element, x, y, z (angstrom), force x, y, z (eV/angstrom)
Si 0.5289 -0.4833 -0.0648 0.0179 -0.0096 0.1396
Si 2.3044 3.3123 -0.1098 -0.0238 0.0142 0.1229
Si 0.0578 5.4676 0.3901 0.0058 -0.0021 0.0588
Si 2.769 8.2384 0.3944 0.0027 -0.0079 0.0657
Si 5.3824 -0.0152 0.2667 0.0093 0.0011 0.1201
Si 8.2478 2.9283 -0.0353 0.0019 -0.0108 0.1391
Si 5.0192 6.075 -0.1004 -0.0217 0.0109 0.1299
Si 8.7436 7.6704 0.0463 0.0187 -0.0169 0.1284
Si 1.3978 1.416 1.1486 0.0014 0.0008 -0.0094
Si 4.0236 4.2977 1.2094 -0.0005 0.0001 -0.0088
Si 1.4157 6.8438 1.6564 -0.0002 -0.0001 -0.0049
Si 4.0887 9.6157 1.6931 -0.0015 0.0045 -0.006
Si 6.8941 1.4434 1.2827 0.0026 -0.0005 -0.0064
Si 9.4989 4.0944 1.5484 -0.0013 0.0024 -0.0058
Si 6.8407 6.8564 1.2747 0.0013 -0.0025 -0.0076
Si 9.7277 9.4253 1.3142 0.0009 0.0014 -0.0105
Si 0.0288 2.6376 2.6993 -0.0011 0.0003 -0.0018
Si 2.6632 0.1691 2.784 0.001 -0.0025 -0.0006
Si 0.0192 8.2009 2.9055 0.0039 -0.0038 0.0023
Si 2.8069 5.4506 2.856 0.0003 0.0031 0.001
Si 5.4237 2.8233 2.5726 -0.0002 0.0025 -0.0009
Si 8.2752 -0.0043 2.6035 0.0025 0.0012 0.0009
Si 5.5708 8.1937 2.7957 -0.0007 0.0009 -0.0006
Si 8.0722 5.4747 2.7719 0.0016 -0.0007 -0.0012
Si 1.3789 4.0401 4.0812 0.0039 -0.002 -0.0002
Si 4.1085 1.4762 4.0516 0 0.001 0.0001
Si 1.3769 9.62 4.1626 -0.0013 0.0023 0.0003
Si 4.1792 6.8321 4.1498 0.0037 -0.0022 -0.0008
Si 6.751 4.0844 4.0828 -0.0011 0.0008 0.0013
Si 9.5677 1.3161 4.0738 0.0009 -0.0019 0.0006
Si 6.9081 9.5867 4.076 0.0021 -0.0013 0.0001
Si 9.481 6.8113 4.1346 -0.0016 0.0023 -0.0004
Si -0.0009 0.0193 5.5217 0.0023 -0.0002 -0.0006
Si 2.739 2.7429 5.4775 0.0009 0.0003 0.0003
Si -0.0078 5.4166 5.4237 0.0007 -0.0004 -0.0004
Si 2.769 8.2115 5.4492 -0.0001 0.0002 0.0004
Si 5.4696 0.0496 5.3828 0.0002 -0.0017 0.0009
Si 8.1658 2.7048 5.3898 0.0029 0.0008 0.0002
Si 5.4682 5.4403 5.5101 0.0006 0.0008 -0.0003
Si 8.1773 8.196 5.4927 0.0017 -0.0005 0.0001
Si 1.3855 1.3747 6.8425 0.0007 0 -0.0008
Si 4.0792 4.0954 6.8362 0.0019 -0.0005 -0.0003
Si 1.3691 6.8108 6.7581 0.0022 -0.0002 -0.0017
Si 4.1262 9.5668 6.7981 -0.0005 -0.0004 -0.0016
Si 6.8153 1.368 6.7757 0.0017 -0.0004 -0.0006
Si 9.521 4.0583 6.789 0.0015 -0.0001 -0.0014
Si 6.8259 6.814 6.8438 0.0012 -0.0002 -0.0009
Si 9.5387 9.528 6.8475 0.0015 0.0003 -0.0003
Si -0.0031 2.7186 8.1773 0.0011 0 -0.0013
Si 2.7403 -0.0025 8.1855 0.0013 -0.001 -0.0016
Si 0.0126 8.1432 8.1534 0.0018 -0.0008 -0.0007
Si 2.7081 5.4595 8.1495 0.0004 0.0004 -0.0009
Si 5.4457 2.7046 8.1455 0.0018 -0.0001 -0.0012
Si 8.1499 -0.0007 8.1532 0.0011 -0.0004 -0.0017
Si 5.4489 8.1745 8.1754 0.0017 -0.0004 -0.0016
Si 8.18 5.4234 8.177 0.0015 -0.0006 -0.0008
Si 1.3649 4.0945 9.5133 0.0026 0.0001 -0.0008
Si 4.1147 1.351 9.535 0.0011 0 -0.0016
Si 1.357 9.5015 9.5138 0.0006 -0.0009 -0.0012
Si 4.0644 6.804 9.5115 0.0001 -0.0009 -0.0003
Si 6.7772 4.0625 9.5098 0.0002 0 -0.0014
Si 9.5076 1.3398 9.5119 0.0003 -0.0006 -0.0014
Si 6.827 9.5158 9.5261 0.0002 -0.0001 -0.0012
Si 9.5546 6.783 9.5247 0.0007 0.0004 -0.0012
Si -0.0431 -0.0515 10.8636 -0.0009 0.0003 -0.0009
Si 2.7434 2.7359 10.8563 -0.0004 0.0001 -0.0001
Si 0.0265 5.4417 10.8961 -0.0006 0 -0.0012
Si 2.6935 8.1327 10.8766 0.0014 -0.0015 -0.0015
Si 5.4612 -0.041 10.8898 0.0022 -0.002 -0.0019
Si 8.1317 2.6952 10.8547 -0.001 -0.0001 -0.0002
Si 5.4069 5.4193 10.8692 0.0002 -0.0008 -0.0012
Si 8.1802 8.1357 10.8772 0.0018 -0.001 -0.0016
Si 1.3455 1.3495 12.1185 0.0012 -0.0013 -0.0001
Si 4.0534 4.0947 12.2896 0 -0.0005 -0.0001
Si 1.3785 6.7835 12.3013 0.0007 -0.0026 -0.0004
Si 4.0784 9.4599 12.2019 0.0027 -0.001 0.001
Si 6.8225 1.311 12.2502 0.0019 0.0015 -0.0008
Si 9.4913 4.0799 12.1621 0.0005 -0.0008 0.0003
Si 6.7865 6.7725 12.1934 -0.0016 0.0014 0.0017
Si 9.5354 9.4451 12.2901 0.0031 0.0006 0
Si -0.0269 2.7076 13.4382 0.0038 -0.0017 0.0014
Si 2.6796 -0.0345 13.454 -0.0016 -0.0008 0.0021
Si 0.026 8.1038 13.7067 0.0014 0.0063 0.0006
Si 2.698 5.4408 13.7329 0.0015 0.0022 0.0059
Si 5.4328 2.6829 13.5716 -0.0039 -0.0018 -0.0002
Si 8.1603 -0.0819 13.6318 -0.0024 -0.0032 0.0068
Si 5.3926 8.0487 13.5739 -0.0034 0.0019 0.0017
Si 8.1633 5.4455 13.5464 -0.0019 0.0037 -0.0065
Si 1.2188 4.0432 14.9224 -0.0028 -0.0018 -0.0087
Si 3.9484 1.3599 14.839 -0.004 -0.0032 -0.0072
Si 1.4502 9.5304 14.9823 0.0044 0.0024 -0.0115
Si 4.0446 6.8265 15.1355 0.0088 -0.0026 -0.0085
Si 6.9438 3.9256 14.8412 -0.022 0.0207 0.0437
Si 8.4855 2.6937 16.0591 -0.0226 -0.022 0.1066
Si 6.6078 9.5279 14.8959 0.0034 -0.0017 -0.0092
Si 9.5596 6.6763 15.0291 -0.0153 0.0176 0.0359
Si 0.6004 0.4602 16.1481 -0.0195 -0.0201 0.1091
Si 2.1677 2.2657 16.0271 0.0182 0.0303 0.0997
Si -0.3876 5.0214 16.3918 0.0106 0.0261 0.1519
Si 3.2212 8.7022 16.2894 -0.0243 -0.0281 0.1172
Si 4.863 -0.3648 16.0713 0.0303 0.0268 0.0773
Si 9.706 1.2223 14.831 0.0029 -0.0011 -0.0066
Si 5.4238 5.8682 16.8226 -0.0035 -0.0231 0.1741
Si 7.4267 8.2704 16.6606 0.0049 0.0307 0.1729
Si 2.3976 -15.4848 23.7401 -0.0076 -0.0289 0.274
Si -1.3776 -3.3563 24.1317 0.0157 -0.0173 0.28
Si 20.2741 -5.3556 21.9064 -0.0399 -0.0205 0.3258
Si 4.8043 11.4612 22.7829 -0.0473 0.0156 0.2665
Si -3.7174 -1.402 30.956 0.0332 -0.0109 0.263
Si 7.3159 -1.1068 19.3608 -0.0085 -0.0343 0.297
Si -5.9225 14.7825 19.1883 0.0383 -0.0249 0.2947
Si 14.6803 12.4184 30.6439 -0.0174 0.0568 0.2865
Si -19.6584 -0.3359 28.9198 0.0132 0.0411 0.2792
Si -12.3507 -7.592 24.005 0.0518 0.0221 0.2751
Si 14.6459 4.0365 26.4615 0.0351 -0.0698 0.2985
Si 17.7548 4.8657 30.4041 -0.0484 -0.0058 0.304
Si 8.6476 6.6624 28.5715 -0.0735 0.0202 0.2962
Si -12.4006 22.5749 30.7718 0.0318 -0.006 0.2723
Si 26.9193 5.1987 23.9139 -0.0747 0.0122 0.2734
Si 5.8686 -7.8238 21.7818 0.0168 -0.0275 0.2888
Si -10.6082 -10.7276 26.7852 -0.0489 -0.0048 0.2855
Si 37.6089 -2.0587 21.0393 0.023 0.0142 0.3061
Si 9.5993 21.0315 21.2102 0.0148 -0.0401 0.2965
Si 11.3499 5.6323 19.3711 -0.047 0.0163 0.3272
Si -8.7471 2.9724 19.1178 -0.0176 0.0153 0.2632
Si -14.8532 19.9977 28.0037 0.022 0.008 0.2706
Si -5.0785 -8.2654 28.4291 0.0317 -0.0024 0.3014
Si -3.8632 18.0041 22.7688 0.0378 -0.0262 0.2439
Si 11.7137 11.0578 19.2885 -0.0186 -0.0264 0.2987
Si 2.3753 8.2379 19.3731 -0.0008 -0.0082 0.3194
Si 17.3842 44.8736 18.112 -0.0008 0.0274 0.2469
Si 20.5466 5.3352 26.1218 -0.0146 0.0111 0.3062
Si 4.0867 9.2456 26.9504 0.0619 0.0336 0.2754
Si 13.4359 -0.2301 24.6238 -0.0432 -0.0296 0.3361
Si -2.3803 0.8994 27.8444 -0.02 0.0162 0.269
Si -20.9677 8.7826 23.0298 0.0608 -0.0052 0.2712
Si -10.5416 19.2353 28.1944 -0.0223 0.0327 0.2392
Si 2.6025 -4.2068 26.8934 -0.0103 0.0392 0.2742
Si 22.9218 3.9543 24.9965 0.0291 -0.0039 0.2297
Si 18.621 1.1763 22.8642 0.0056 0.0429 0.2389
O 6.0375 9.6246 -0.5701 0.0471 -0.0268 -0.1162
O -10.9281 -1.4295 -5.5998 -0.0022 0.031 -0.1173
O 3.8772 5.9289 -9.4568 0.0277 0.0036 -0.1017
O 1.1009 4.4297 -0.4229 0.01 -0.011 -0.0533
O -5.2171 3.8928 -9.508 0.0235 -0.0689 -0.1629
O -27.0563 5.649 -1.5718 0.0618 -0.0381 -0.1605
O 1.2948 9.1763 -3.4102 -0.0233 -0.027 -0.118
O 2.987 13.7623 -1.5476 0.0498 -0.0542 -0.1476
O 1.1273 0.6488 -4.5635 -0.047 0.0068 -0.1473
O 2.6705 0.4516 -2.4474 -0.0463 -0.0699 -0.1524
O 19.341 9.3197 -12.2344 -0.0636 0.0061 -0.1485
O 19.9887 16.304 -5.0237 0.0553 -0.051 -0.1977
O 3.8411 7.2199 -0.3932 0.0132 -0.0078 -0.0592
O 36.085 20.5049 -7.1312 -0.0575 0.0558 -0.1934
O 9.8808 6.5255 -0.3626 -0.0143 0.0117 -0.0626
O 7.7035 12.6768 -15.491 0.0592 0.0428 -0.13
O 12.5152 -1.2143 19.5986 0.0044 0.0118 -0.1099
O 9.2981 1.2335 29.2319 -0.0343 0.0018 -0.2152
O 1.8391 -0.9201 23.3519 -0.0454 -0.0383 -0.1417
O -15.4161 3.9548 29.1712 -0.0336 -0.066 -0.1538
O -9.1722 7.4434 22.841 -0.0211 0.0359 -0.1133
O -4.4776 17.9978 17.2071 -0.013 0.0012 -0.0771
O 19.6992 -3.2805 16.165 0.0283 -0.0269 -0.0688
O 6.3374 -10.3911 23.3882 -0.0002 0.0051 -0.0976
O -0.9583 7.6429 28.8817 0.0325 0.0022 -0.0995
O 20.287 -6.8556 22.5504 -0.0062 0.0608 -0.1622
O 18.1819 2.2872 21.7628 -0.0271 0.022 -0.1086
O 13.3677 14.2164 25.7088 -0.0565 0.007 -0.1108
O 4.8909 5.2087 18.2387 0.0097 0.0742 -0.1621
O 13.7991 8.2339 17.8474 0.0499 0.0242 -0.2321
O -3.1173 9.2233 17.9263 -0.0016 -0.0582 -0.1993
O 13.3261 -8.0399 17.5424 -0.0047 -0.0397 -0.2122
O -0.7297 5.6595 20.4962 0.1027 0.0014 -0.2203
O 9.7377 22.7643 26.7406 0.0531 0.0024 -0.1231
O -14.6509 12.7046 27.8253 0.0153 -0.0106 -0.094
O -7.7932 -5.6777 27.3785 -0.0016 -0.0068 -0.1077
O -0.1828 -0.045 31.1677 -0.0481 0.0286 -0.1473
O 28.9563 0.5183 19.3558 -0.0247 0.0373 -0.1333
O -2.023 -6.601 25.1783 -0.0088 -0.0581 -0.1548
O 25.5356 29.4936 27.3332 -0.0217 -0.0262 -0.0932
O 16.5861 -1.5033 26.9934 -0.0625 0.003 -0.1126
O -14.3214 3.9214 31.5978 -0.0417 0.0605 -0.1543
O -17.0326 1.8795 21.8178 0.0045 0.0367 -0.115
O -0.0197 5.7421 17.8249 -0.0348 -0.0311 -0.2227
O -2.0674 0.1094 22.342 0.0437 -0.0569 -0.1368
O -13.8006 5.9172 29.8626 0.0709 0.0554 -0.1629
O 10.0725 6.4429 23.0684 -0.009 -0.047 -0.1598
O -10.5642 21.9684 17.7553 -0.0031 0.0209 -0.2268
O 4.5228 -11.6529 21.9253 0.0133 -0.0819 -0.1437
O 15.6228 15.6402 25.4042 0.0593 0.0547 -0.2049
O -8.4351 -4.1107 25.2883 -0.0108 -0.0163 -0.227
O -1.4449 -7.068 16.799 -0.0041 -0.0115 -0.0658
O -6.1894 3.0139 27.3055 -0.0937 0.0686 -0.178
O 9.343 -8.8016 31.7467 0.0228 -0.0556 -0.1207
O 32.9934 -6.0289 26.0949 0.0166 -0.0258 -0.1104
O 27.5875 14.9991 20.5585 -0.0409 0.0344 -0.2099
O 38.5116 7.8755 21.993 -0.0644 0.0613 -0.1409
O 43.0623 11.1308 20.2268 0.0703 0.038 -0.156
O -5.2472 13.5174 18.4627 0.0247 -0.0467 -0.104
O 7.535 -14.1567 27.8614 0.0019 -0.0021 -0.0986
O 23.4675 1.5025 19.6432 0.0023 0.0125 -0.1007
O -2.3979 1.9904 24.0424 -0.0483 -0.0459 -0.1232
O 18.7546 17.0102 21.7817 0.0124 -0.017 -0.1048
O -20.4687 22.1372 25.5287 0.09 -0.0107 -0.1818
O -11.1115 -13.1281 24.2823 0.0157 0.0106 -0.1238
O 8.0982 8.0836 23.5477 -0.0532 -0.0031 -0.1162
O -2.8622 -10.9284 31.0498 0.0031 0.0017 -0.0995
O -7.2846 8.1493 20.4445 -0.0748 -0.013 -0.1486
O 1.0981 4.1453 19.5137 0.0198 -0.0233 -0.1009
O 3.444 21.115 28.0557 0.0462 -0.0515 -0.1526
O 8.0462 -11.5343 27.7673 0.0079 -0.0013 -0.0929
O -5.9307 1.7695 29.5402 0.0669 0.0311 -0.1644
O 23.3479 26.6723 23.7482 0.009 0.0344 -0.1192
O -9.6749 -3.7575 27.5832 0.0554 -0.0527 -0.1168
O -15.4288 6.2632 23.971 0.0321 0.0311 -0.1138
O 23.2113 6.923 19.6294 0.0106 0.0013 -0.1034
O -4.6587 4.6599 16.1302 0.0335 -0.0332 -0.0813
O 14.5641 0.7469 23.9638 0.0877 0.0234 -0.1623
O 6.4327 9.2775 29.549 -0.0171 -0.0157 -0.2156
O -13.6158 -2.6308 31.2914 -0.0418 0.0429 -0.147
O -1.4837 -14.9382 25.5802 -0.0042 0.0556 -0.1802
O 21.6005 -1.7796 21.7907 -0.0743 0.0615 -0.1684
O -16.3011 11.1255 17.4802 -0.0607 -0.0523 -0.1358
O 14.4093 3.476 19.7607 -0.0222 -0.0085 -0.1064
O 1.7101 9.2773 32.2709 -0.0114 0.0157 -0.0672
O 4.4955 11.8459 31.9762 -0.0494 0.0372 -0.1468
O 10.9654 2.8911 24.4033 -0.0494 -0.0141 -0.1012
O -5.0096 9.1933 19.7823 0.0659 0.0298 -0.151

Results
free energy: -139740.067 eV
free energy less fixed offsets of O -570.45, Si -639.56 eV per atom: -2.067 eV

The program warned: the cutoff lies below the one the program advises for these potential files; the forces do not sum to zero within the program's tolerance; empty levels may hold ghost states of the PAW files; the exchange-correlation potential is rough where the density is thin.
